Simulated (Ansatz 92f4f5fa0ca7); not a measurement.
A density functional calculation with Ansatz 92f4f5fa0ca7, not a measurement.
Periodic cell of 249 atoms, Si128O89H32, with a vacuum gap, from a study of silicon, its oxide and their interface. The atomic structure is a simulated model.

Settings: functional r2SCAN; potential files Ansatz PAW; basis plane waves; wave-function cutoff 800 eV; density cutoff ratio 5; exchange-correlation grid ratio 1; k mesh 1 x 1 x 1, shifted by 0.5 0.5 0 of a step; self-consistency stop 1e-11 eV per atom in the density residual; occupations fixed; spin none; net charge 0; applied field sawtooth along c, amplitude -0.015 V/angstrom in the program's sign convention, ramp centred at 0.9887 of c and 0.0226 of c wide, no dipole correction.

Cell vectors (angstrom)
a 10.88 0 0
b 0 10.88 0
c 0 0 44.222

Atoms and the computed forces on them: element, x, y, z (angstrom), force x, y, z (eV/angstrom)
Si 5.8955 5.3823 29.7664 0.0007 -0.0074 -0.0389
Si 9.3208 8.5903 29.9245 -0.002 -0.0008 -0.0217
Si 6.6088 10.0961 29.5574 -0.0099 0.0037 -0.0339
Si 9.8348 2.263 29.9907 0.0052 0.0112 -0.0304
Si 1.1182 4.222 29.4044 -0.007 0.0021 -0.0362
Si 4.2831 7.9451 29.8006 0.0101 0.011 -0.0255
Si 4.7932 7.355 23.0524 -0.0109 -0.0019 -0.041
Si 3.9026 2.9293 29.8856 0.0028 -0.0062 -0.0264
Si 6.9119 5.9222 31.877 0.0179 0.0227 -0.0134
Si 8.6834 7.6235 31.9678 -0.0221 -0.0108 -0.0148
Si 6.9136 0.5286 32.1948 0.0112 0.0008 -0.0237
Si 8.6863 2.1728 32.037 -0.0073 -0.0073 -0.0245
Si 1.5537 5.9789 31.8364 0.0042 0.0002 -0.0263
Si 3.301 7.732 31.9386 0.005 -0.0046 -0.0192
Si 12.3932 11.4072 32.1805 0.0135 0.0198 -0.015
Si 3.2797 2.2297 32.042 -0.0133 -0.0274 -0.022
Si 5.1086 6.8062 33.1975 -0.0112 -0.0061 0.0118
Si 7.8528 9.4914 33.2407 0.013 0.0098 0.0129
Si 5.0877 1.4219 33.362 0.009 0.0057 0.0143
Si 7.8192 4.0979 33.135 -0.0011 -0.0148 0.0098
Si 10.5787 6.7951 33.1378 0.0081 0.0201 0.0055
Si 11.8559 8.2111 34.5735 -0.0135 -0.0011 0.0369
Si 10.5224 12.2604 33.3381 -0.0112 -0.0023 0.0097
Si 2.381 4.1236 33.1611 0.0212 0.0129 0.0146
Si 3.809 5.3883 34.5765 0.0029 0.0041 0.0363
Si 6.407 8.2134 34.5753 -0.0045 0.0036 0.0344
Si 3.8165 10.814 34.6368 0.0043 0.0114 0.0289
Si 6.4337 2.8493 34.6327 -0.0135 -0.0033 0.0354
Si 9.2608 5.381 34.5067 0.0107 0.013 0.0346
Si 13.3073 9.5221 33.2437 -0.0234 -0.0092 0.0144
Si 9.2482 10.795 34.656 0.0054 -0.002 0.0315
Si 11.8504 2.8447 34.5861 -0.0055 -0.0071 0.0285
Si 5.1074 4.1177 36.0473 -0.0144 0.0202 0.1528
Si 7.8448 6.7946 35.8134 0.0083 -0.0021 0.1939
Si 5.1291 9.512 36.0166 0.0077 -0.0071 0.2279
Si 7.8281 12.2552 35.9067 0.0108 -0.0054 0.1368
Si 10.5271 4.1128 35.9857 0.0038 -0.0096 0.2273
Si 13.2759 6.8056 35.8788 0.0093 -0.0053 0.1471
Si 10.5718 9.4975 36.0484 -0.0012 0.0012 0.1477
Si 13.2566 12.2607 35.8442 -0.0066 0.011 0.189
Si 6.5272 5.5027 37.2867 -0.2155 -0.1445 0.2777
Si 9.1564 8.1052 37.2845 0.1774 0.1351 0.2546
Si 6.4782 10.8942 37.3058 0.1039 0.0739 0.3522
Si 9.1918 2.7279 37.303 -0.0784 -0.0557 0.2611
Si 11.9038 5.46 37.279 0.0958 0.1316 0.305
Si 3.7492 8.1583 37.3035 -0.0972 -0.1236 0.2755
Si 11.9529 10.9338 37.2925 -0.1668 -0.1817 0.2762
Si 3.7138 2.6831 37.281 0.1488 0.1994 0.3035
Si 2.7626 4.1063 6.9322 -0.0817 -0.1281 -0.3641
Si 5.433 6.7766 6.9199 0.0197 0.0782 -0.3512
Si 2.6883 9.4956 6.935 0.1105 0.0825 -0.3275
Si 5.471 1.4007 6.9386 -0.0345 -0.064 -0.2839
Si 8.1392 4.0524 6.9389 0.0901 0.0583 -0.3236
Si 0.0347 6.845 6.9343 -0.1196 -0.0884 -0.3091
Si 8.1935 -1.3293 6.9409 -0.0551 -0.0611 -0.2918
Si 10.8312 1.3209 6.9001 0.1088 0.1039 -0.3853
Si 1.3447 2.6986 8.1468 -0.0391 0.0376 -0.1583
Si 4.0981 5.4529 8.3532 0.0483 -0.0451 -0.2075
Si 1.3661 8.167 8.3853 -0.0302 0.0292 -0.1907
Si 4.0653 0.02 8.1901 0.0238 -0.0394 -0.1571
Si 6.8293 2.7078 8.3865 -0.0327 0.029 -0.183
Si 9.5186 5.4585 8.1904 0.0484 -0.0395 -0.1535
Si 6.8171 8.1536 8.2017 -0.0311 0.0334 -0.1587
Si 9.5157 0.0134 8.3804 0.0025 -0.0271 -0.1954
Si 2.6582 1.3469 9.4894 0.0109 0.0181 -0.0001
Si 5.4647 4.0929 9.7452 -0.0076 -0.0025 -0.0364
Si 2.7335 6.7854 9.7386 -0.0042 -0.003 -0.0396
Si 5.4461 -1.3414 9.4864 0.0047 -0.0008 0.0059
Si 8.1839 1.3636 9.8068 0.0127 0.0085 -0.0331
Si 0.0111 4.0711 9.4684 -0.0106 -0.0138 0.0069
Si 8.1688 6.7917 9.5325 -0.0028 -0.0094 -0.0004
Si -0.0079 9.5345 9.7809 0.0053 0.0024 -0.0395
Si 3.9649 2.6657 10.8919 -0.0322 -0.0241 -0.0071
Si 6.909 5.4998 11.0349 0.0235 0.0198 -0.0145
Si 4.1639 8.2282 10.9411 0.039 0.0326 -0.0119
Si 6.7406 -0.0994 11.0213 -0.0368 -0.0327 -0.013
Si -1.2321 2.8277 11.0146 0.0299 0.0387 -0.0081
Si 1.3179 5.318 10.947 -0.0308 -0.0431 -0.016
Si 7.6682 -1.9218 12.2379 0.0045 0.005 0.0016
Si 1.42 0.0781 11.051 0.0285 0.0232 -0.0113
Si 2.3097 3.6228 12.2877 0.009 0.0008 0.0117
Si 5.9394 7.3043 12.1888 -0.006 -0.0049 0.0154
Si 3.2077 -0.9239 12.2152 0.0011 -0.0066 0.0034
Si 4.8136 0.8321 12.0551 0.0104 0.0018 -0.0115
Si -2.1995 4.5703 12.3123 -0.0031 -0.0078 0.0046
Si -0.379 6.3277 12.2136 0.0062 0.0013 0.0036
Si 9.467 8.0643 11.0092 -0.0271 -0.0193 -0.0098
Si 0.566 1.9134 12.2874 -0.0098 0.0037 0.0156
Si -0.5791 1.4054 14.2597 0.0087 0.0097 -0.0477
Si 8.1131 -0.8565 14.2621 -0.0018 -0.0078 -0.0489
Si 5.5208 -1.1493 18.6632 -0.0082 0.0123 -0.0655
Si 5.9219 1.3116 14.7643 0.0047 0 -0.0382
Si 2.984 3.1825 17.179 0.0006 -0.005 -0.0524
Si 2.9348 -1.7222 14.4381 -0.0019 -0.0104 -0.0464
Si 2.658 9.8253 28.0009 -0.0054 0.0059 -0.0467
Si 10.0238 2.5526 24.4717 -0.0003 0.0035 -0.0616
Si -0.4004 0.8277 17.0908 -0.0025 0.0015 -0.0483
Si 5.9129 0.3259 21.4075 0.0001 -0.0024 -0.0601
Si 8.1489 3.5963 14.4304 0.0043 -0.0079 -0.0465
Si 6.1568 3.4122 21.2414 -0.0051 0.0035 -0.0594
Si 1.667 3.0061 22.8006 0.0038 0.0151 -0.0458
Si 0.6996 6.9454 14.2254 0.0036 -0.0011 -0.0329
Si 11.5649 10.6952 30.1609 0.0008 -0.0086 -0.0259
Si 5.2458 4.7222 18.6359 -0.0017 0.0027 -0.0587
Si 3.7838 0.3954 16.7088 -0.0027 0.0084 -0.0542
Si 2.9133 4.6602 14.355 -0.0025 0.0035 -0.0477
Si 7.8214 5.8757 27.2367 0.005 -0.0024 -0.0445
Si 4.3081 7.2783 19.969 0.0019 0.001 -0.0586
Si 5.1279 6.8715 14.3194 -0.0056 -0.0021 -0.0413
Si 2.0836 8.7897 23.4669 0.0037 0.0088 -0.055
Si 3.311 0.5962 23.0461 0.0026 -0.0013 -0.0377
Si 1.318 7.7588 20.675 -0.0086 0.0002 -0.0565
Si 0.0237 4.8805 20.8638 0.0035 -0.0054 -0.0633
Si 9.1925 7.6977 27.7355 0.0024 0.0075 -0.0314
Si 8.222 -0.9708 17.1694 -0.0018 0.0013 -0.0521
Si -0.8268 6.5087 16.7789 -0.0005 -0.0011 -0.0485
Si 0.1706 3.825 18.0407 0.0077 -0.0074 -0.0586
Si 7.2073 5.9009 16.4008 0.0083 0.0053 -0.0528
Si 8.6899 9.3016 25.4751 -0.0104 0.0085 -0.0467
Si 4.9487 0.8295 27.7449 0.0049 0.0138 -0.0507
Si 9.8516 3.5807 27.3592 -0.003 -0.0054 -0.053
Si 11.3822 8.7322 26.0023 0.003 0.0057 -0.0498
Si 5.1905 2.089 24.9929 -0.0008 0.009 -0.0466
Si 4.2238 4.3985 23.5273 -0.0051 -0.0065 -0.0412
Si 7.6617 0.684 23.8103 -0.0081 -0.0007 -0.0447
Si 8.5446 4.6367 22.7527 0.0066 0.0029 -0.0524
Si -0.2588 -1.8868 18.4106 -0.0045 0.0066 -0.0548
Si 7.3167 6.9441 24.448 -0.014 -0.0046 -0.0544
O 10.8105 9.2416 30.1967 0.0056 0.0081 0.0182
O 6.2539 0.2784 30.7139 -0.0043 -0.0021 0.0147
O 11.1333 3.2094 30.3439 -0.0008 -0.0063 0.0117
O 10.4324 0.8152 29.5664 0.0027 -0.001 0.0118
O 1.1859 5.623 30.2407 0.0027 0.0115 0.022
O 4.5052 10.8493 22.1427 -0.0122 0.006 0.0178
O 4.3538 5.4302 14.2843 0.0035 -0.0017 0.0103
O 1.5117 9.5228 26.9455 0.0142 0.0078 0.0269
O 4.674 6.4119 29.4489 0.0071 0.0026 0.0107
O 6.8622 5.3853 28.4561 -0.0146 -0.0051 0.0432
O 8.7979 4.6595 26.8109 -0.0025 0.0071 0.0086
O -0.3684 4.9742 17.0345 0.002 -0.0109 0.0191
O 2.5623 1.7818 22.2299 -0.0037 -0.0039 0.0219
O 0.8718 6.2153 20.5687 -0.0042 -0.0056 0.0196
O 6.9628 6.3049 25.907 0.0062 -0.0027 0.0416
O 1.3566 8.1633 24.7648 -0.0177 0.0057 0.0393
O 8.5824 7.9368 24.5959 0.0057 0.0091 0.0194
O 2.649 4.0786 23.4919 -0.0015 0.0016 0.0141
O 8.1739 9.7535 29.6934 -0.0011 -0.0026 0.0074
O 9.3516 3.9226 23.9467 0.0066 -0.0131 0.0283
O 6.2353 10.8318 28.1766 0.01 -0.0092 0.0246
O 2.6235 3.6722 29.1806 0.0032 -0.0037 0.0106
O 10.6231 7.5943 26.8939 -0.0111 -0.0077 0.0253
O 6.5641 1.7923 24.2076 -0.0042 0.0014 0.0245
O 5.3853 1.797 26.5495 -0.0058 -0.0097 0.0386
O 4.3666 1.701 28.957 -0.0102 0.0161 0.0259
O 4.9401 3.9611 22.1482 -0.0096 0.0025 0.0305
O 7.8936 4.7131 15.5567 -0.0035 0.0162 0.0331
O 6.0322 -0.5416 20.0658 -0.0015 0.0162 0.0467
O 4.3588 3.5777 17.927 0.0151 0.0081 0.0259
O 9.1544 2.8179 28.6169 -0.0047 -0.0088 0.0317
O 11.5198 2.4216 23.8953 -0.0151 0.001 0.0223
O 8.4851 -1.5976 15.6776 0.0004 -0.0003 0.046
O 8.463 6.6718 17.0773 0.0122 0.0034 0.0174
O 3.6247 8.3702 23.4125 -0.0061 0.0034 0.0181
O 6.8904 2.5831 14.6041 -0.0062 -0.0091 0.0156
O 4.988 7.2318 21.4476 0.0103 0.0014 0.049
O -0.5621 6.8576 15.2285 -0.0082 0.0013 0.0366
O 11.7695 3.7535 21.618 0.0095 -0.01 0.0275
O 6.2226 5.3676 17.5424 -0.0125 -0.0127 0.0349
O 6.7367 -0.0626 14.5911 0.002 0.0023 0.0197
O 1.7652 5.7798 14.6223 0.0026 0.0028 0.0207
O 3.3141 8.4801 28.615 0.0074 -0.0092 0.0264
O 8.8663 0.529 17.0875 0.0035 0.0013 0.0196
O 2.8182 7.8844 20.0914 -0.0046 0.0005 0.0185
O 11.206 4.2926 27.9732 0.0121 -0.0036 0.0275
O 6.669 -1.0106 17.5408 -0.0158 0.0021 0.0303
O 5.0912 1.1893 16.1378 -0.0155 -0.0072 0.0265
O 5.6989 8.7691 29.7821 -0.0037 -0.0017 0.012
O 1.7854 3.8746 18.0069 -0.0095 0.0019 0.0174
O 5.1874 3.9343 29.9775 0.0025 0.0079 0.0108
O 4.0899 8.0469 14.7575 -0.0046 0.0019 0.0157
O 7.5852 3.6007 21.9703 0.0109 0.0089 0.0239
O 10.1319 2.5963 26.0973 0.0019 0.0172 0.0394
O 8.3402 8.933 27.0143 -0.0025 -0.0149 0.0284
O 9.5011 2.7474 14.7527 0.0013 -0.0053 0.0205
O 0.2053 0.8798 15.5821 0.001 -0.0003 0.0425
O 1.4789 -2.4964 14.4271 0.0012 -0.0014 0.0158
O 3.9774 1.2051 24.3931 0.0069 0.0036 0.0284
O 0.3092 -0.4648 17.8174 -0.0027 -0.011 0.0203
O 5.8995 1.8617 20.9627 -0.0026 -0.0015 0.0243
O 3.0843 -0.5889 15.6119 0.0109 0.0135 0.031
O 1.9849 10.6671 29.1982 -0.0178 0.0032 0.0275
O 4.8367 1.4282 13.5887 0.0127 0.0039 0.0322
O 0.0483 7.6032 17.6128 0.0037 0.0123 0.0228
O 6.3321 6.8406 15.4137 0.0156 -0.0122 0.0285
O 7.2027 0.0736 22.3757 0.0083 0.0014 0.0348
O 9.0084 -1.7334 18.3644 0.0095 -0.0049 0.02
O -0.4336 4.2129 19.4788 0.0017 0.0142 0.0453
O 6.1279 7.8388 23.8139 0.0137 -0.0052 0.0204
O 9.2484 0.2337 13.8336 0.001 0.002 0.0044
O 4.8876 3.6553 24.7942 0.0046 -0.0105 0.0212
O 10.2477 9.752 25.4253 0.002 -0.0039 0.0154
O 2.1677 10.4064 23.4532 -0.0057 0.0027 0.0114
O 4.3931 5.9616 23.7312 -0.0012 -0.0057 0.0131
O 6.1796 4.1405 19.811 0.0056 -0.0078 0.0408
O 5.1758 8.1855 18.9584 -0.0066 -0.0121 0.026
O 9.6015 5.2838 21.7225 -0.0164 -0.0017 0.0322
O 9.1355 1.3427 23.8563 0.0062 0.008 0.0167
O 7.6686 10.4033 24.9305 0.0096 -0.0065 0.024
O 4.2169 -0.4239 18.0379 0.0119 -0.0122 0.0342
O 2.9724 3.6728 15.6346 0.0018 -0.0135 0.048
O 3.7861 10.7006 27.2641 -0.0013 -0.0052 0.0154
O -0.2517 2.2927 17.7435 0 0.0138 0.017
O 2.7702 1.5733 17.17 0.0009 0.0029 0.018
O 4.2524 5.8126 19.302 -0.0021 0.0105 0.0246
O 0.3402 -2.1116 19.8818 0.0134 -0.0112 0.0347
O 1.2683 8.2244 22.2083 0.0047 0.0088 0.0429
O 7.6221 5.7861 23.3805 -0.0108 0.0137 0.0261
H 7.336 4.668 38.2192 -0.2261 0.3631 -0.2598
H 5.6917 6.3105 38.2192 0.4659 -0.1366 -0.2358
H 9.9919 7.2974 38.217 -0.4707 0.201 -0.2315
H 8.3539 8.9459 38.217 0.1545 -0.3673 -0.2832
H 7.2856 10.0583 38.2382 -0.162 0.3876 -0.2403
H 5.6346 11.6937 38.2382 0.3638 -0.2455 -0.243
H 10.0315 1.9244 38.2354 -0.3494 0.2497 -0.2665
H 8.3906 3.5698 38.2354 0.2076 -0.3866 -0.2437
H 12.6961 4.6098 38.2115 -0.2002 0.3238 -0.2668
H 11.0648 6.2643 38.2115 0.4645 -0.2114 -0.2261
H 4.5937 7.36 38.2359 -0.4195 0.1766 -0.2403
H 2.9541 9.006 38.2359 0.1921 -0.3733 -0.2612
H 11.1229 11.7473 38.2249 0.3442 -0.2688 -0.2547
H 12.7712 10.1085 38.2249 -0.168 0.4093 -0.249
H 4.5424 1.8681 38.2134 -0.3824 0.2225 -0.2633
H 2.8891 3.502 38.2134 0.2089 -0.3432 -0.2401
H 3.5981 3.2985 5.9998 -0.2591 0.4044 0.2402
H 1.918 4.9047 5.9998 0.3883 -0.1539 0.2627
H 4.6255 7.6125 5.9874 0.2069 -0.3573 0.2639
H 6.2355 5.9359 5.9874 -0.3614 0.2621 0.2614
H 3.5318 8.6961 6.0025 -0.402 0.1586 0.2763
H 1.8597 10.3106 6.0025 0.2142 -0.3874 0.2798
H 6.2722 0.5589 6.0062 -0.1985 0.369 0.2728
H 4.6622 2.2354 6.0062 0.4281 -0.2139 0.274
H 8.9782 3.2481 6.0065 -0.3947 0.2259 0.2775
H 7.3037 4.8603 6.0065 0.2082 -0.404 0.2785
H 0.8298 5.9973 6.0019 -0.1464 0.391 0.2787
H -0.7836 7.6703 6.0019 0.4083 -0.2218 0.2581
H 9.0235 -2.1429 6.0085 -0.2134 0.4109 0.2648
H 7.3539 -0.5258 6.0085 0.3726 -0.1994 0.2718
H 11.6558 0.5019 5.9677 -0.4219 0.1706 0.2562
H 10.0389 2.1711 5.9677 0.1552 -0.4664 0.2433

Results
free energy: -133141.308 eV
free energy less fixed offsets of H -15.71, O -570.45, Si -639.56 eV per atom: -4.858 eV

The program warned: the cutoff lies below the one the program advises for these potential files; the forces do not sum to zero within the program's tolerance; empty levels may hold ghost states of the PAW files; the exchange-correlation potential is rough where the density is thin.
